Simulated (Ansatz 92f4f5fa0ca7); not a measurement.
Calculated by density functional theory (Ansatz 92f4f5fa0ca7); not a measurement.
Periodic cell of 236 atoms, Si145O89P2, from a study of silicon, its oxide and their interface. The atomic structure is a simulated model.
Doubt: the cutoff is far below the 930 eV that the study's wrapper takes by default for these files, so forces and energies are approximate.
This geometry differs little from another in the collection (a relaxation step or a small displacement).

Settings
functional: PBE
potential files: Ansatz PAW
basis: plane waves
wave-function cutoff: 580 eV
density cutoff ratio: 5
exchange-correlation grid ratio: 1
k mesh: 1 x 1 x 1, Gamma-centred
self-consistency stop: 5e-08 eV per atom in the density residual
occupations: fixed
spin: none
net charge: 0

Cell vectors (angstrom)
a  11.6015  0  0
b  0  10.938  0
c  0  0  32.0622

Atoms: element, x, y, z (angstrom)
Si  -0.213  -0.0517  23.2663
Si  3.6641  0.2174  23.2931
Si  7.5344  -0.1101  23.4484
Si  1.6604  1.4082  23.4143
Si  5.7229  1.4419  23.2391
Si  9.4335  1.2418  23.3472
Si  0.1618  5.3512  23.4271
Si  4.1072  5.3473  23.4427
Si  8.0403  5.611  23.5422
Si  2.159  6.647  23.3319
Si  5.9683  6.7845  23.5115
Si  9.9939  6.8931  23.5902
Si  1.8747  2.7117  25.3731
Si  5.8205  2.689  25.2857
Si  9.6284  2.7125  25.2456
Si  11.5826  4.0625  25.3787
Si  3.8751  4.0009  25.3447
Si  7.7379  4.1097  25.3466
Si  1.9628  8.1713  25.1965
Si  5.789  8.1806  25.3984
Si  9.7107  8.2823  25.4308
Si  11.6334  9.5822  25.2601
Si  3.8685  9.5947  25.1722
Si  7.6934  9.542  25.4094
Si  11.6462  0.0058  27.2048
Si  3.8957  -0.0315  27.1769
Si  7.7622  0.0051  27.2843
Si  1.9746  1.3366  27.2665
Si  5.8262  1.3385  27.2239
Si  9.6982  1.3552  27.1986
Si  11.5822  5.492  27.2478
Si  3.8391  5.4394  27.2341
Si  7.7162  5.4724  27.2705
Si  1.9291  6.8386  27.1808
Si  5.7631  6.8024  27.2921
Si  9.6492  6.8359  27.286
Si  1.939  2.7317  29.1734
Si  5.7948  2.7233  29.1533
Si  9.6813  2.7293  29.1461
Si  0.0089  4.104  29.164
Si  3.8632  4.0931  29.1734
Si  7.7347  4.084  29.1751
Si  1.9367  8.1927  29.1396
Si  5.7927  8.2029  29.1838
Si  9.6728  8.2156  29.19
Si  0.0091  9.5729  29.1473
Si  3.8662  9.5699  29.1463
Si  7.7336  9.5583  29.189
Si  0  0  31.0965
Si  3.8672  0  31.0965
Si  7.7343  0  31.0965
Si  1.9336  1.3673  31.0965
Si  5.8008  1.3673  31.0965
Si  9.6679  1.3673  31.0965
Si  0  5.469  31.0965
Si  3.8672  5.469  31.0965
Si  7.7343  5.469  31.0965
Si  1.9336  6.8362  31.0965
Si  5.8008  6.8362  31.0965
Si  9.6679  6.8362  31.0965
Si  1.9336  2.7345  0.9679
Si  5.8008  2.7345  0.9679
Si  9.6679  2.7345  0.9679
Si  0  4.1018  0.9679
Si  3.8672  4.1018  0.9679
Si  7.7343  4.1018  0.9679
Si  1.9336  8.2035  0.9679
Si  5.8008  8.2035  0.9679
Si  9.6679  8.2035  0.9679
Si  0  9.5708  0.9679
Si  3.8672  9.5708  0.9679
Si  7.7343  9.5708  0.9679
Si  11.6196  0.022  2.8961
Si  3.8712  0.0019  2.9171
Si  7.7561  0.0038  2.8953
Si  1.9497  1.3831  2.9118
Si  5.8256  1.3431  2.8566
Si  9.6711  1.3742  2.9174
Si  11.5783  5.4936  2.871
Si  3.8929  5.4809  2.9037
Si  7.7547  5.4977  2.892
Si  1.9303  6.8052  2.871
Si  5.8266  6.8438  2.8876
Si  9.6716  6.891  2.9418
Si  1.9386  2.8138  4.8085
Si  5.8577  2.7081  4.7572
Si  9.622  2.7712  4.8433
Si  11.5634  4.1065  4.767
Si  3.9407  4.0817  4.8128
Si  7.7415  4.1847  4.8491
Si  1.9142  8.1386  4.8025
Si  5.8401  8.2366  4.793
Si  9.683  8.3078  4.8836
Si  11.6558  9.6374  4.8512
Si  3.848  9.4664  4.7902
Si  7.7484  9.6674  4.8858
Si  11.6414  0.2012  6.7352
Si  3.7843  -0.0755  6.6553
Si  7.7464  0.0491  6.9135
Si  2.0807  1.4862  6.7437
Si  5.7418  1.2595  6.6353
Si  9.6988  1.4971  6.8513
Si  11.556  5.4759  6.67
Si  4.0051  5.4094  6.7806
Si  7.7717  5.6201  6.7946
Si  1.9998  6.6226  6.6412
Si  5.844  6.938  6.7495
Si  9.778  7.0043  6.8695
O  10.035  7.9256  8.2605
O  7.6772  9.9151  8.2104
O  7.4997  4.583  8.0744
O  3.3787  10.3079  8.1943
O  2.0534  7.493  8.0403
O  4.0251  4.5622  8.2365
O  9.912  2.3924  8.2525
O  2.6326  2.3163  8.1168
O  11.421  4.5771  8.0565
O  5.38  2.3296  7.8478
O  5.8394  7.9501  8.0805
O  11.4304  10.2208  8.084
O  11.2326  10.0974  21.7855
O  3.2174  10.5127  21.8143
O  5.7303  7.8102  22.2203
O  4.2056  4.5036  21.9973
O  7.632  9.7285  22.1737
O  10.2043  7.7068  22.1588
O  1.599  2.3459  22.0375
O  5.9147  2.4789  21.9304
O  8.5175  4.7297  22.2063
O  -0.0794  4.4141  22.0564
O  2.3932  7.4307  21.8871
O  9.1216  1.8491  21.8302
Si  1.9323  7.7336  9.6207
P  4.859  0.5886  17.9481
Si  2.4522  5.3448  13.9797
Si  10.5026  3.7895  14.0647
Si  8.1706  2.2886  15.2225
Si  9.5077  2.2054  20.2913
Si  10.5874  3.6404  9.0855
Si  0.1243  2.345  11.5562
Si  10.9516  8.1416  15.3909
Si  5.1544  6.8233  13.857
Si  5.7764  2.5853  11.1137
Si  8.5459  7.6532  19.3725
Si  8.1389  4.8488  20.6274
P  6.0011  9.5576  14.9748
Si  2.083  7.7227  20.3153
Si  1.9139  4.9647  18.7913
Si  4.4954  3.5286  18.0784
Si  8.3935  8.9115  16.7505
Si  0.8228  9.4583  13.2847
Si  10.013  10.6723  11.5944
Si  5.3534  3.7764  21.085
Si  0.5372  5.4675  16.2365
Si  10.8372  9.1006  9.0882
Si  6.5289  8.889  21.3025
Si  7.1023  7.034  11.3936
Si  2.7059  0.7027  12.2124
Si  10.8192  8.7005  21.0273
Si  5.9775  4.276  15.604
Si  7.1393  0.3838  12.8612
Si  4.0746  2.9588  8.5983
Si  0.8505  6.7111  11.9057
Si  6.5869  9.0294  9.0623
Si  0.6427  3.2833  21.1089
Si  9.7582  6.4885  12.8983
Si  7.7624  4.4645  9.678
Si  3.904  10.1598  20.3802
Si  4.2593  2.9747  13.5224
Si  3.8621  9.9725  9.7233
Si  7.8861  0.7923  18.0471
O  11.4811  3.1509  12.9403
O  9.379  4.4176  9.8759
O  8.7314  3.5639  19.8421
O  3.9115  0.478  19.3217
O  11.2425  4.4307  15.3649
O  9.8954  9.7904  10.2229
O  3.82  1.4499  13.1498
O  0.5685  9.0835  14.8521
O  6.3505  1.1221  18.5563
O  4.7563  3.315  19.6631
O  6.2545  1.1294  11.7026
O  0.5606  8.5814  9.8765
O  5.6508  4.3159  17.2137
O  8.3729  7.0986  12.3769
O  4.4203  2.6435  10.1697
O  2.0207  5.5205  15.539
O  3.3736  0.0304  10.8961
O  5.8057  6.9994  12.3742
O  2.3024  6.4421  19.3486
O  0.6376  4.9691  17.781
O  8.5381  10.8234  12.2249
O  5.4805  10.0481  9.678
O  0.5291  8.1734  20.2264
O  9.6508  2.5206  14.6157
O  1.9983  10.5646  13.2007
O  9.9088  9.1002  16.1835
O  6.4008  9.9558  13.4115
O  7.3508  1.3575  14.1605
O  1.6184  3.9943  20.0443
O  5.8529  5.7176  14.8469
O  7.3895  8.7529  15.463
O  1.6152  1.7399  11.6324
O  7.2164  8.2873  10.3605
O  4.2767  2.0214  17.4474
O  7.0634  3.1298  10.2833
O  11.5174  6.9682  16.3576
O  7.9598  10.1538  17.6904
O  3.2825  8.4967  10.1063
O  7.4992  3.7627  15.385
O  3.1511  4.402  17.9163
O  2.8955  3.8398  13.5868
O  1.3413  8.1507  12.4825
O  1.1452  5.6191  13.0617
O  5.095  8.2563  14.6472
O  11.1315  2.4165  20.2725
O  11.0113  9.9736  12.6656
O  5.3463  3.5049  12.4055
O  4.9724  3.1482  14.9699
O  6.505  4.8669  20.6573
O  8.2586  1.6108  16.6922
O  10.5796  1.2224  11.2875
O  10.8417  6.6239  11.6745
O  3.106  8.8772  19.7699
O  1.7127  6.3991  10.5469
O  7.1488  8.1206  20.0363
O  8.3823  7.6087  17.7475
O  3.6138  6.3996  13.6061
O  9.5687  4.9358  13.3628
O  5.478  9.9354  20.6769
O  10.2154  7.4101  14.1448
O  8.8108  6.1354  19.8989
O  7.1003  5.7046  10.4685
O  8.9869  1.0849  19.2253
O  11.6816  3.2702  10.2221
O  9.6939  8.7284  19.8403

Results
free energy: -144299.079 eV
free energy less fixed offsets of O -568.88, P -755.39, Si -635.61 eV per atom: 5.471 eV

Forces (eV/angstrom), in the order of the atoms: element, x, y, z
Si  0.0325  -0.0157  -0.0172
Si  0.0097  0.0187  0.0345
Si  -0.0029  -0.0022  -0.0043
Si  0.002  0.0098  -0.0038
Si  -0.0185  -0.0206  0.0174
Si  -0.0415  -0.02  -0.011
Si  0.0032  0.0038  0.008
Si  -0.0187  0.012  -0.0008
Si  -0.0189  0.0223  -0.0002
Si  -0.0009  -0.0072  -0.0136
Si  0.0192  -0.0069  0.0024
Si  -0.0037  -0.0184  0.0098
Si  -0.0061  -0.0051  -0.0108
Si  -0.0117  -0.0047  0.0043
Si  0.0144  0.0034  0.0098
Si  -0.0035  0.0069  -0.0082
Si  -0.0005  -0.01  0.0035
Si  -0.0095  -0.0122  -0.0095
Si  0.0031  0.0029  -0.0276
Si  0.0053  0.0011  -0.0126
Si  0.0033  -0.0051  -0.0036
Si  0.005  0.0109  0.0103
Si  0.0029  -0.0083  0.0234
Si  0.0015  0.0056  -0.0123
Si  -0.0007  0.0051  -0.0014
Si  -0.0059  -0.0004  -0.0023
Si  -0.0027  0.0065  0.0023
Si  -0.0015  -0.002  -0.0017
Si  0.0058  -0.0039  0.0033
Si  -0.0063  -0.0055  -0.0062
Si  -0.0058  -0.0011  0.0008
Si  0.0066  -0.001  -0.0081
Si  -0.0027  0.0017  0.0032
Si  -0.0001  0.0118  0.001
Si  -0.016  -0.0003  -0.0065
Si  0.0076  -0.0017  -0.0052
Si  0.0117  -0.0024  0.0019
Si  0.0017  0.0005  -0.0122
Si  0.0046  0.0051  -0.0098
Si  -0.0058  0.0047  0.0054
Si  -0.0082  -0.0079  0.0033
Si  -0.0035  -0.0028  0.0142
Si  -0.0051  0.006  0.001
Si  -0.0094  0.0029  0.0172
Si  -0.0074  0.0057  0.0178
Si  -0.0006  -0.0068  -0.0109
Si  0.0077  -0.0143  -0.02
Si  0.0086  -0.0013  -0.004
Si  0.0383  0.0197  -0.0785
Si  -0.0184  0.052  -0.0915
Si  -0.0271  0.0849  0.1262
Si  -0.0247  -0.0612  0.0678
Si  0.0072  -0.0104  -0.061
Si  0.0167  -0.0719  -0.0772
Si  0.0194  0.0002  0.0154
Si  0.0227  0.0582  0.0382
Si  0.0014  -0.0055  0.0287
Si  0.0029  -0.0112  -0.1272
Si  -0.0164  -0.0601  0.1236
Si  0.0477  -0.1097  0.1406
Si  0.0411  0.0436  0.0688
Si  -0.0276  0.0328  -0.1863
Si  0.0187  0.0372  0.0552
Si  -0.0981  0.0045  -0.1035
Si  0.0351  0.0111  0.0485
Si  0.0771  0.0459  0.061
Si  0.0196  0.0251  -0.0658
Si  0.0228  0.0576  -0.0636
Si  -0.0292  0.0768  0.095
Si  -0.0129  0.0307  0.0135
Si  -0.0095  -0.0054  0.0689
Si  0.0591  -0.045  0.0151
Si  -0.0013  0.0042  -0.0018
Si  -0.0028  0.0004  0.0024
Si  0.0003  0.0056  0.0012
Si  0.0024  -0.0019  -0.0001
Si  0.0047  -0.0017  0.0047
Si  0.0007  -0.0028  -0.0003
Si  0.0001  0.0026  0.0018
Si  0.0025  0.0037  0.0004
Si  0.0019  0.0047  -0.0008
Si  -0.0009  -0.0009  0.0012
Si  0.0012  -0.0003  0.0032
Si  0.0028  -0.0038  -0.001
Si  0.0014  -0.0018  0.004
Si  -0.0018  -0.0017  -0.0053
Si  -0.0066  0.0022  -0.0025
Si  0.0004  -0.0027  -0.0015
Si  -0.0053  -0.0057  0.0082
Si  0.006  -0.0086  -0.0061
Si  -0.0064  0.0006  0.0072
Si  -0.0077  -0.0062  0.0069
Si  -0.0059  0.0012  0.0041
Si  -0.0005  -0.0036  -0.0112
Si  0.0081  0.0056  -0.0001
Si  -0.0016  -0.0002  -0.0005
Si  0.0015  -0.0061  -0.0033
Si  -0.011  -0.0054  -0.0139
Si  0.0034  -0.0042  -0.0046
Si  0.0125  0.0092  -0.016
Si  -0.0107  0.0059  -0.007
Si  -0.0016  -0.0056  0.0021
Si  -0.0139  0.0164  -0.0001
Si  -0.0148  0.0058  -0.0143
Si  -0.0194  0.023  -0.0113
Si  0.0148  -0.0083  0.0032
Si  0.0167  -0.0108  -0.0147
Si  0.0164  -0.0178  -0.0152
O  0.0034  0.0197  0.014
O  0.0013  0  0.0007
O  0.0074  -0.0225  0.0145
O  0.0014  -0.0067  0.0117
O  -0.0015  0.0036  0.0144
O  0.0025  -0.014  0.0057
O  0.0025  0.0025  0.0013
O  0.0034  0.0045  0.0122
O  -0.0048  -0.0141  0.0067
O  0.0004  0.0039  0.0038
O  0.0073  0.0192  0.0198
O  0.0011  -0.0135  0.0066
O  -0.0073  0.0033  0.0084
O  0.0219  -0.0692  -0.0989
O  -0.0022  0.0101  -0.0005
O  0.0234  -0.0218  -0.0042
O  -0.011  -0.0012  0.0036
O  -0.0058  0.0174  -0.0084
O  -0.003  -0.0056  0.0121
O  -0.0004  0.0268  -0.0075
O  -0.0006  -0.0013  -0.0046
O  -0.0069  -0.0084  -0.0018
O  -0.011  -0.0001  -0.0117
O  0.0107  -0.0072  0
Si  -0.0001  -0.0062  -0.0111
P  -0.0681  0.1601  0.1519
Si  -0.0135  -0.0079  0.0217
Si  0.0064  0.0045  0.0114
Si  -0.0021  -0.0013  0.0056
Si  0.0138  0.0173  0.0016
Si  0.0093  0.0065  0
Si  -0.0044  0.0048  0.0125
Si  0.0203  -0.0213  0.0059
Si  0.0103  -0.0531  -0.0157
Si  -0.0031  0.0129  0.0057
Si  -0.0115  -0.0023  0.0191
Si  0.0035  -0.0009  -0.0119
P  0.0674  -0.1339  -0.078
Si  0.0065  0.0222  -0.0112
Si  -0.0036  -0.0037  0.008
Si  0.008  0.0118  0.0365
Si  0.0197  0.0084  0.0432
Si  -0.0009  -0.0097  0.013
Si  0.015  -0.0067  0.0008
Si  -0.0043  -0.0137  0.0126
Si  0.0061  -0.0046  0.0089
Si  0.0072  -0.0089  -0.0106
Si  -0.0089  0.0006  -0.0045
Si  0.0103  -0.0035  0.0015
Si  -0.0058  0.0008  0.011
Si  0.0161  -0.0046  -0.0115
Si  -0.0011  0.0122  0.0134
Si  0.0141  0.0147  0.0148
Si  -0.0104  0.0103  -0.0099
Si  0.0039  -0.0011  0.0027
Si  -0.006  -0.0096  -0.0104
Si  0.0086  0.0111  0.0035
Si  0.0077  -0.0052  0.0043
Si  0.0013  0.0011  -0.0049
Si  -0.0527  0.1045  -0.0301
Si  -0.0001  -0.002  0.0217
Si  -0.0008  -0.0075  -0.001
Si  0.0319  -0.0217  -0.0197
O  -0.001  -0.0096  -0.0145
O  -0.0059  -0.0026  -0.0057
O  -0.0093  -0.0031  0.007
O  0.1391  -0.1123  -0.0566
O  -0.0049  -0.0045  -0.0056
O  -0.0137  0.0162  0.0138
O  0.0002  -0.0074  -0.0098
O  -0.0063  0.0002  -0.0007
O  -0.0948  -0.0412  -0.0309
O  -0.0034  0.0065  -0.035
O  0.0081  -0.0153  0.0038
O  -0.0057  0.0013  -0.0056
O  0.0054  0.001  -0.0137
O  -0.0032  -0.0019  -0.0081
O  0.0098  -0.0054  0.0073
O  0.0026  -0.0065  -0.016
O  -0.0057  0.0045  0.0025
O  -0.0102  0.0002  0.0033
O  -0.0054  -0.0013  0.0119
O  -0.0016  0  -0.0064
O  -0.0285  0.0089  0.0046
O  -0.0012  0.0039  -0.0059
O  -0.0009  -0.0065  0.0128
O  -0.0097  -0.0049  -0.008
O  0.0049  0.0051  -0.0121
O  -0.0212  0.0033  -0.0057
O  -0.0404  0.015  0.1073
O  -0.0052  -0.0189  -0.0245
O  0.0071  0.0072  -0.0094
O  -0.0028  -0.0018  -0.0057
O  -0.081  0.0621  -0.0224
O  -0.0009  -0.0112  -0.0086
O  0.0014  -0.007  -0.0009
O  0.0329  -0.1703  0.002
O  0  -0.0099  -0.0043
O  -0.0081  0.0063  -0.0085
O  0.0001  -0.0054  -0.0238
O  0.0012  0.0009  -0.0037
O  -0.0008  -0.0028  -0.011
O  0.0093  -0.0093  -0.0083
O  0.0112  0.0097  -0.0073
O  -0.0006  0.0025  -0.0048
O  0.0102  0.0022  -0.0053
O  0.0279  0.1499  0.0426
O  -0.0099  -0.004  0.0044
O  -0.0078  0.0058  -0.0094
O  0.0021  -0.0032  -0.0123
O  -0.0117  -0.0033  -0.0108
O  -0.0003  0.002  0.0138
O  -0.0055  -0.0045  0.0031
O  0.0098  -0.0079  -0.0149
O  -0.0054  -0.0004  -0.001
O  -0.005  0.0099  0.0489
O  -0.0031  -0.0019  0.0023
O  0.016  -0.0101  -0.0025
O  -0.0019  0.006  -0.0333
O  0.0011  0.0133  0.0001
O  -0.0028  -0.007  -0.0062
O  -0.0389  0.0128  -0.0101
O  -0.0029  0.0028  -0.0006
O  -0.0066  -0.0018  0.0064
O  -0.0056  0.0078  -0.0007
O  -0.0252  0.0013  -0.0106
O  -0.0074  -0.0129  -0.0008
O  -0.0071  -0.0036  0.0036

The program warned: the cutoff lies below the one the program advises for these potential files; the exchange-correlation potential is rough where the density is thin.
